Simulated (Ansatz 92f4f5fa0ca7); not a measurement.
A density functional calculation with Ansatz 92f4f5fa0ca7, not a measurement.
Periodic cell of 144 atoms, Si90O54, from a study of silicon, its oxide and their interface. The atomic structure is a simulated model.

Settings
functional: r2SCAN
potential files: Ansatz norm-conserving
basis: plane waves
wave-function cutoff: 1300 eV
density cutoff ratio: 4
exchange-correlation grid ratio: 1
k mesh: 2 x 2 x 1, shifted by 0.5 0.5 0.5 of a step
self-consistency stop: 5e-08 eV per atom in the density residual
occupations: Fermi-Dirac, 0.05 eV
spin: none
net charge: 0

Cell vectors (angstrom)
a	11.54	0	0
b	0	11.54	0
c	0	0	18.2018

Atoms and the computed forces on them: element, x, y, z (angstrom), force x, y, z (eV/angstrom)
Si	0.2586	0.4548	-0.1656	0.4208	0.1181	0.0782
Si	-0.1805	3.6548	0.0643	-0.4616	-0.162	-0.4079
Si	-0.3666	6.8698	-0.1028	-0.0007	0.0015	-0.6341
Si	3.8725	-0.0013	-0.2925	-0.0457	0.6617	-0.452
Si	3.9998	4.646	-0.3105	-0.7342	-0.2068	-0.6021
Si	3.3506	7.7927	-0.0711	-0.6949	-0.845	0.1758
Si	7.3339	-0.6891	-0.26	-0.3434	0.6093	-0.3355
Si	7.3319	3.8205	-0.1173	0.1688	-0.3393	-0.5024
Si	7.4735	8.4576	-0.2282	0.1521	-0.4039	-0.8163
Si	2.0233	0.1646	1.2566	0.2906	-0.0845	-0.1487
Si	1.7471	3.7467	1.2938	0.4945	-0.0984	-0.0977
Si	1.523	7.5763	1.2918	0.0588	-0.085	0.3156
Si	5.6548	-0.1581	1.2783	0.3193	0.0479	-0.2605
Si	5.5859	3.9806	1.349	-0.131	0.0085	0.1298
Si	5.5295	7.8501	1.0765	0.0262	-0.0793	-0.0675
Si	9.9112	-0.037	1.1461	-0.6073	0.2147	-0.5117
Si	9.3589	3.6949	1.2522	-0.2948	0.1052	-0.3012
Si	9.2973	7.5715	1.1425	0.2361	-0.1924	0.2602
Si	1.9744	1.9063	2.7474	-0.0006	-0.0301	-0.0534
Si	1.8559	5.6801	2.6506	0.0187	0.1275	0.0433
Si	1.7195	9.6232	2.482	0.0342	-0.0231	-0.2428
Si	5.7095	1.8719	2.5552	-0.0898	-0.0066	-0.2173
Si	5.7061	5.9005	2.6136	0.085	0.0853	-0.004
Si	5.6412	9.5643	2.6655	0.1925	0.1313	0.0279
Si	9.5739	1.786	2.6482	0.0504	-0.0531	0.1213
Si	9.3982	5.667	2.6157	0.0296	-0.0229	0.106
Si	9.6739	9.5357	2.4719	-0.0247	-0.0627	-0.0526
Si	0.0026	1.7902	4.0333	-0.0488	0.0502	0.0386
Si	-0.0937	5.6166	3.9714	-0.0705	-0.1098	-0.1897
Si	-0.0536	9.5227	4.0102	0.0617	0.2056	0.0417
Si	3.9068	1.7856	4.0238	0.0099	0.072	0.1054
Si	3.8234	5.6948	4.0016	-0.0667	-0.0415	-0.1446
Si	3.6349	9.5449	3.8435	-0.0262	-0.1664	-0.1386
Si	7.6265	1.8281	4.0162	0.1402	0.1117	0.0542
Si	7.584	5.7612	4.1046	0.1227	-0.0252	0.0568
Si	7.725	9.6043	3.8294	-0.1111	-0.1685	-0.2381
Si	0.0701	-0.1346	5.4696	-0.0434	-0.1044	-0.0796
Si	0.0816	3.7062	5.3848	-0.0159	-0.0639	0.0061
Si	-0.0277	7.5427	5.3278	0.0353	0.0054	0.1088
Si	3.7778	-0.1867	5.3152	-0.0969	0.0431	0.014
Si	3.9465	3.7011	5.3312	0.2606	-0.1264	-0.0039
Si	3.8554	7.6788	5.2114	0.0639	0.1665	0.139
Si	7.6998	-0.1568	5.3455	0.0339	-0.0816	0.0033
Si	7.7292	3.7651	5.4519	-0.1159	0.1088	0.0709
Si	7.7278	7.8063	5.3233	-0.0976	-0.0221	-0.0792
Si	2.0228	-0.0655	6.9345	-0.0022	-0.1086	0.2411
Si	2.0747	3.6797	6.7155	-0.0963	-0.0935	-0.0054
Si	1.9953	7.6381	6.564	-0.1374	-0.1269	0.0628
Si	5.7214	-0.8002	6.4743	-0.1203	0.1579	0.6954
Si	5.7872	3.6562	6.8269	0.0778	-0.2655	-0.0455
Si	5.7521	8.2013	6.548	-0.176	-0.0146	-0.5654
Si	9.6457	-0.1373	6.7468	0.0316	0.5727	0.7416
Si	9.7593	3.6148	6.762	0.245	0.1901	0.2134
Si	9.6005	7.6747	6.7609	-0.202	-0.5983	-0.0977
Si	2.0956	1.9409	8.3916	-0.0437	-0.1177	-0.0766
Si	2.6855	5.7115	7.6794	-0.2921	0.0839	0.3493
Si	2.1928	9.3691	8.1252	0.2641	0.2403	-0.1251
Si	5.7556	1.6308	8.3871	-0.1736	-0.2943	0.0996
Si	5.0828	5.7746	7.6775	-0.5152	0.2815	-0.0808
Si	5.8599	7.6668	8.9966	0.2589	-0.6852	0.5843
Si	9.6764	1.7301	8.1077	0.1218	-0.0878	-0.4881
Si	9.7573	5.1915	8.5356	0.0637	-0.2453	-0.4278
Si	10.097	8.9479	8.6306	-0.0813	0.6615	0.1595
Si	0.0114	1.9096	9.5641	0.0832	-0.0239	0.664
Si	0.8749	6.3924	10.066	0.0236	-0.5826	0.2665
Si	0.6285	8.705	9.7079	-0.1977	0.653	0.1117
Si	4.0197	1.9515	9.9539	-0.0157	-0.2152	-0.0003
Si	6.4332	5.6389	10.3595	-0.3722	0.3859	0.6412
Si	3.9674	8.9503	9.6642	-0.2808	0.3116	0.6238
Si	7.7733	1.7834	9.4565	0.2858	-0.7995	0.6835
Si	8.1218	4.1031	9.829	-0.2147	0.0644	0.9285
Si	8.4036	8.9217	10.1914	0.0027	-0.3808	0.5576
Si	3.8853	0.1076	11.4367	-0.0272	-0.4466	0.2411
Si	2.264	5.3443	12.7506	-0.115	-0.0796	0.3731
Si	10.3694	3.6892	11.7273	-0.0439	-0.0938	0.3754
Si	0.7824	-0.3805	11.6499	0.081	0.3596	0.1798
Si	-1.7329	2.4511	14.1873	0.1839	-0.0825	-0.2065
Si	3.9988	-3.7692	12.3224	0.1586	0.0256	0.4196
Si	4.5153	3.5483	11.596	0.0755	0.8616	0.1673
Si	6.0424	1.4076	16.4369	-0.0062	-0.1637	-0.0303
Si	7.1481	6.9682	12.1936	0.1407	0.0731	0.3334
Si	5.391	10.0745	13.2414	-0.2465	0.0763	-0.0798
Si	10.2937	11.0098	13.8983	0.034	0.3043	0.1337
Si	11.2086	5.1941	14.0949	0.1445	-0.1423	-0.0307
Si	1.9894	9.5597	16.7195	0.2349	0.8604	-0.6864
Si	6.6008	2.9656	13.9382	0.2967	0.0293	-0.1096
Si	-0.2271	8.2672	15.2841	-0.2798	-0.2667	-0.1885
Si	5.9867	5.2151	15.854	0.1646	-0.1257	-0.2742
Si	8.044	10.7943	11.5425	-0.0266	0.2929	0.4697
Si	6.728	7.9059	15.0068	0.0034	-0.0265	-0.1691
O	0.7258	-0.8579	-1.1502	0.1329	-0.1328	-0.01
O	0.005	2.0715	-0.6849	-0.0274	0.3108	0.2915
O	-0.222	5.259	-0.6367	0.0758	-0.107	0.468
O	-0.5872	7.9047	-1.3734	0.1071	-0.2509	0.1406
O	3.3143	-0.9447	-1.5688	-0.2411	-0.1287	0.547
O	4.5505	1.3154	-1.086	-0.0005	-0.3688	0.2014
O	4.7029	4.3908	-1.7763	0.0724	0.2076	0.3104
O	6.4573	4.4759	-3.7016	-0.1664	0.0315	0.1643
O	1.3568	8.7714	-2.8189	0.0463	0.2032	0.4452
O	3.3849	6.1593	-0.4864	0.5839	0.0071	-0.0513
O	6.7377	-0.0753	-1.6987	0.1369	-0.0862	0.4842
O	8.7547	0.0853	-0.0566	0.14	-0.4381	0.4149
O	7.1876	5.0765	-1.2186	-0.0017	-0.1843	0.2883
O	5.634	6.7652	-2.7115	0.2132	-0.1221	0.2102
O	7.656	8.119	-1.8749	-0.1592	0.1438	0.6731
O	6.04	9.3339	-3.6297	0.0284	-0.048	-0.0821
O	-0.2043	3.3194	10.4629	-0.089	-0.4229	-0.3181
O	-0.6006	-5.6616	9.4686	0.0584	-0.1514	-0.1044
O	1.2978	5.8736	11.5552	-0.0347	0.1295	-0.2751
O	0.6468	9.6517	11.0758	-0.0204	-0.2864	-0.2446
O	0.0383	12.182	10.6207	-0.0175	0.0756	-0.3371
O	-1.116	9.5589	14.7135	0.2174	-0.1358	0.0795
O	5.5439	0.0124	7.9318	0.1444	0.524	-0.5289
O	4.6974	0.0135	12.8973	-0.062	-0.1228	-0.4839
O	5.0039	4.9293	10.8617	0.4902	0.2368	-0.2134
O	-1.0685	3.8647	14.8676	-0.0414	0.0245	-0.1453
O	3.3339	7.9321	10.8424	0.2195	0.2193	-0.1994
O	2.0316	17.2037	9.1968	0.2681	0.1568	-0.4573
O	9.0603	6.3214	7.583	0.0815	0.6053	0.0977
O	7.8845	0.7028	10.7781	-0.1258	0.7172	-0.5371
O	8.8236	3.8885	11.3288	-0.0136	-0.118	-0.4541
O	7.1654	8.6765	9.1315	-0.2941	0.0186	0.0415
O	2.312	0.0841	11.8166	-0.0501	-0.2024	-0.2127
O	4.2835	-1.1761	10.4777	0.0429	-0.592	-0.275
O	6.6753	10.2353	12.2452	-0.0151	-0.1423	-0.1269
O	10.6482	5.051	12.5694	0.004	-0.1672	0.0984
O	0.1638	-0.3358	13.1351	-0.1009	-0.1246	-0.2612
O	3.9851	-2.3368	13.083	0.1662	-0.2118	-0.1972
O	-1.4714	0.9076	14.7594	-0.0233	-0.1498	-0.1401
O	-1.0126	2.4171	12.724	-0.2486	0.2507	0.0364
O	5.7758	2.978	12.5234	-0.3458	0.0657	-0.2563
O	5.6073	-3.9563	12.2223	0.0072	-0.0702	-0.0902
O	2.7338	3.6306	18.1255	0.0917	0.376	0.4849
O	1.2947	4.9586	14.0182	-0.07	0.1477	-0.3686
O	3.1647	4.0193	12.4282	0.3791	-0.083	-0.2088
O	5.9041	1.86	14.8933	0.0419	0.1226	0.2367
O	7.0439	2.4256	17.2304	-0.0476	0.3312	0.0575
O	14.8	6.5809	13.1262	-0.0102	0.0738	-0.2318
O	9.0958	10.9239	12.8052	-0.0243	-0.0134	-0.1832
O	9.6429	10.4912	8.1442	0.4214	-0.4897	-0.4592
O	7.5756	7.2006	13.7903	-0.2771	0.1989	0.0172
O	8.2049	2.6426	13.9551	-0.2287	0.0156	0.0021
O	19.8634	7.8305	11.4321	-0.0719	0.1395	-0.4786
O	11.0328	6.7867	14.5331	0.1483	0.3269	0.1933

Results
free energy: -35653.993 eV
free energy less fixed offsets of O -463.61, Si -117.95 eV per atom: -3.553 eV
pressure: -2.83 GPa
stress xx, yy, zz, yz, xz, xy (GPa, positive in tension): 1.2, 4.89, 2.4, -1.31, 2.14, -0.63
